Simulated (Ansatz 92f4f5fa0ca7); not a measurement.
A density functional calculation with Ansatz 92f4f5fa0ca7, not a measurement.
Periodic cell of 273 atoms, Si166O106B1, from a study of silicon, its oxide and their interface. The atomic structure is a simulated model.

Settings: functional PBE; potential files Ansatz PAW; basis plane waves; wave-function cutoff 700 eV; density cutoff ratio 5; exchange-correlation grid ratio 1; k mesh 2 x 2 x 1, shifted by 0.5 0.5 0.5 of a step; self-consistency stop 5e-08 eV per atom in the density residual; occupations fixed; spin none; net charge -1 e, with a uniform compensating background and no finite-size correction.

Cell vectors (angstrom)
a 11.6015 0 0
b 0 13.3963 0
c 0 0 29.8085

Atoms: element, x, y, z (angstrom)
Si 11.5548 0.1696 22.92
Si 3.908 0.1481 23.0533
Si 7.6805 0.1125 23.1721
Si 2.072 3.4599 22.891
Si 5.9058 3.6893 23.0029
Si 9.7627 3.5352 23.0382
Si 11.6745 6.875 23.0922
Si 3.9632 7.0408 23.2026
Si 7.8019 6.8911 23.2528
Si 2.04 10.2364 23.2703
Si 5.8649 10.0934 23.3263
Si 9.8507 10.0817 23.2522
Si 11.7011 2.3798 23.7546
Si 4.002 2.4048 23.7511
Si 7.7895 2.414 23.7774
Si 2.0377 5.711 23.7141
Si 5.8414 5.8128 23.9957
Si 9.7483 5.7296 23.9043
Si 11.7601 9.039 24.0751
Si 3.9112 9.1343 24.2176
Si 7.8556 9.0806 24.0557
Si 1.907 12.4956 23.8487
Si 5.7775 12.3734 23.9429
Si 9.6989 12.3851 23.8274
Si 11.6497 2.2791 26.1713
Si 3.9177 2.3027 26.1593
Si 7.7594 2.3147 26.183
Si 1.9806 5.6307 26.1544
Si 5.8246 5.6773 26.3377
Si 9.7117 5.6376 26.2724
Si 11.674 9.0102 26.4124
Si 3.886 9.013 26.516
Si 7.7984 8.994 26.3877
Si 1.8885 12.3413 26.2664
Si 5.795 12.3229 26.3003
Si 9.7338 12.306 26.2429
Si 1.9835 1.1742 27.0023
Si 5.8281 1.1835 27.0117
Si 9.6878 1.1631 26.9781
Si 11.6532 4.4978 26.9985
Si 3.8883 4.5051 27.0111
Si 7.7601 4.5181 27.0498
Si 1.959 7.8062 27.1299
Si 5.8523 7.8866 27.1687
Si 9.731 7.8472 27.1049
Si 11.6168 11.2219 27.2967
Si 3.8453 11.278 27.1257
Si 7.7677 11.2469 27.0589
Si 1.9046 1.0481 29.3863
Si 5.7942 1.1346 29.4015
Si 9.699 1.0563 29.3744
Si 0.0128 4.4474 29.3908
Si 3.8474 4.4489 29.3795
Si 7.7441 4.4677 29.4202
Si 1.9168 7.8516 29.4785
Si 5.8283 7.8208 29.5161
Si 9.7098 7.8715 29.4502
B 0.0029 11.1658 29.3824
Si 3.8106 11.1895 29.4738
Si 7.8059 11.1684 29.41
Si -0.0087 -0.2646 0.2393
Si 3.8692 0.0113 0.437
Si 7.7175 -0.0091 0.3722
Si 1.9318 3.2832 0.3501
Si 5.7851 3.356 0.4126
Si 9.6682 3.3047 0.3539
Si -0.004 6.6756 0.3974
Si 3.8583 6.6811 0.3832
Si 7.7868 6.7055 0.4265
Si 1.7192 10.178 0.2738
Si 5.8219 10.0906 0.4028
Si 9.8906 10.1737 0.2664
Si 11.5457 -0.0883 2.6199
Si 3.8351 -0.0758 2.8298
Si 7.6671 -0.1025 2.754
Si 1.9258 3.2546 2.7076
Si 5.7472 3.2707 2.8102
Si 9.6041 3.2949 2.7281
Si 11.5706 6.6318 2.7556
Si 3.8649 6.608 2.7265
Si 7.7456 6.637 2.786
Si 1.898 10.0123 2.6501
Si 5.8256 10.0399 2.769
Si 9.7022 9.9885 2.6454
Si 11.5525 2.1554 3.376
Si 3.8086 2.125 3.6502
Si 7.6816 2.1058 3.537
Si 1.9033 5.4836 3.4546
Si 5.8039 5.524 3.5639
Si 9.6579 5.5026 3.6076
Si 11.6104 8.8795 3.523
Si 3.8696 8.8766 3.3669
Si 7.7693 8.8908 3.5047
Si 1.8406 12.2161 3.5198
Si 5.7571 12.2141 3.7436
Si 9.6294 12.1849 3.4754
Si 11.4774 2.1355 5.707
Si 3.7252 2.0262 6.0705
Si 7.6055 1.9637 5.9091
Si 1.8775 5.3968 5.7885
Si 5.8017 5.4638 5.9358
Si 9.6232 5.4319 6.0061
Si 11.6359 8.7913 5.9027
Si 3.9019 8.7914 5.6952
Si 7.7828 8.8149 5.8864
Si 1.773 12.1517 5.8948
Si 5.7174 12.1119 6.2442
Si 9.5834 12.1019 5.8342
Si 1.6272 0.9657 6.7124
Si 5.6675 0.9805 7.004
Si 9.6343 0.9275 6.5671
Si 11.5744 4.2939 6.6897
Si 3.8238 4.3184 6.5574
Si 7.6908 4.1723 6.6203
Si 2.0265 7.6247 6.486
Si 5.827 7.7436 6.663
Si 9.7183 7.6997 6.7092
Si 11.4471 10.9843 6.7598
Si 3.6482 10.9316 6.6272
Si 7.76 10.9719 6.8462
O 9.897 7.8938 8.376
O 9.9014 0.8264 8.2216
O 1.0311 0.9209 8.304
O 3.0863 10.5558 8.1501
O 5.8154 7.918 8.3349
O 5.6075 1.1772 8.6961
O 3.7687 4.3293 8.2089
O 7.6417 3.7264 8.2498
O 0.0559 4.2447 8.3679
O 11.1477 10.9401 8.4172
O 8.1228 10.769 8.4901
O 2.3801 7.4916 8.0943
O 11.4242 0.1985 21.2323
O 9.7517 3.6397 21.3683
O 4.1433 7.5473 21.6094
O 6.0042 4.1836 21.3839
O 5.7607 9.7511 21.6865
O 2.155 3.3916 21.2036
O 7.3741 13.4345 21.5261
O 3.9984 0.1438 21.3831
O 7.7498 6.9664 21.5975
O 2.122 10.175 21.6131
O 11.5721 6.994 21.4223
O 10.1614 9.6433 21.6567
Si 11.5759 6.4486 11.2674
Si 1.5632 10.3648 16.2532
Si 0.2236 3.6803 9.8876
Si 8.0926 12.8578 20.1957
Si 2.8393 10.461 9.7414
Si 2.5767 10.3938 20.0755
Si 10.3573 3.7089 19.8587
Si 0.2446 12.804 17.0962
Si 10.8179 0.7012 19.7913
Si 3.1536 7.7474 16.2198
Si 0.3436 6.4944 19.9238
Si 9.3786 2.5259 14.2891
Si 2.9045 2.5437 11.0304
Si 5.124 11.9899 15.3658
Si 4.9465 8.6827 20.741
Si 3.6064 -0.3935 11.2799
Si 5.5764 8.8922 14.7823
Si -0.1671 11.3139 9.9849
Si 9.4625 10.0121 20.2371
Si 3.4542 0.0475 19.8508
Si 7.4644 4.7016 9.5321
Si 2.3651 12.3586 14.161
Si 6.184 0.5906 10.1302
Si 2.8 2.905 19.7689
Si 5.7123 4.457 13.6497
Si 7.468 0.2175 15.6047
Si 9.6057 11.3458 15.1998
Si 1.9816 6.5664 13.5325
Si 2.8355 3.5303 14.0042
Si 11.7114 9.1691 18.4277
Si 11.2278 0.8715 9.1783
Si 9.123 7.3247 9.6897
Si 8.673 8.5597 14.5679
Si 4.7714 7.1744 12.3304
Si 2.9774 5.6284 18.747
Si 2.5363 7.4041 9.6893
Si 6.2616 8.4318 9.8156
Si 4.3278 4.762 9.6497
Si 9.3597 10.496 12.2678
Si 5.9482 13.0318 17.9828
Si 7.9876 4.9398 18.3706
Si 8.3023 5.4121 15.2044
Si 7.3299 11.0733 9.9016
Si 5.3946 4.2063 19.8679
Si 0.7789 1.4932 15.0363
Si 7.5566 7.5341 20.0973
Si 7.6391 2.7949 11.8556
O 3.4519 6.085 10.0897
O 1.9394 2.6621 15.0715
O -0.3641 12.9433 10.1547
O 8.3689 8.9032 19.8279
O 2.4247 1.3149 19.5232
O 8.1502 5.309 16.806
O 2.7349 11.9819 19.7057
O 7.1507 8.7629 15.111
O 1.2794 0.1885 14.172
O 4.4031 3.8247 14.4387
O 4.2403 3.4194 10.6158
O 10.9461 2.0817 14.4852
O 11.3762 4.8417 10.9577
O 10.8378 12.0213 16.0435
O 8.9336 6.9107 14.7683
O 1.778 3.3579 10.2102
O 8.4623 5.9283 9.2069
O 11.1485 2.2986 19.54
O 5.4104 7.6123 10.9117
O 11.426 7.5923 18.8018
O 7.8676 8.2619 10.1307
O 10.1325 7.1586 10.9643
O 9.2147 4.115 14.7242
O 8.8429 11.4708 20.5257
O 10.5829 10.5212 11.1613
O 8.3551 12.2419 15.7537
O 4.4448 2.8828 19.7988
O 4.6585 0.2222 18.7617
O 10.4906 10.0915 18.9799
O 6.7963 0.692 17.0373
O 0.5109 6.7435 12.8054
O 1.0498 7.1372 10.2746
O 3.1373 7.1834 12.5425
O 3.9597 9.5678 19.7937
O 6.785 5.2021 14.6247
O 0.5713 0.9146 16.5468
O 1.5421 11.7846 17.1078
O 5.3714 8.3246 13.2893
O 2.9759 12.3766 12.6493
O 6.4288 3.2081 12.8817
O 2.7912 9.3182 16.5753
O 6.0008 7.8992 19.7744
O 1.9635 6.3969 19.7626
O 1.4648 9.6847 19.1454
O 9.4734 9.7149 15.4668
O 3.0971 8.8884 10.1865
O 8.9894 9.0397 13.0041
O 2.1433 7.3081 14.9867
O 9.1554 3.8851 18.7783
O 4.7258 7.9021 15.7797
O 7.2377 1.5987 10.8422
O 8.116 6.3711 19.1223
O 5.9076 5.1633 9.6262
O 6.9926 -0.9258 19.078
O 11.057 2.2434 10.0795
O 8.9672 2.3916 12.7125
O 9.7044 11.5051 13.5446
O 6.5796 4.2004 18.7495
O 6.0407 10.0511 9.9515
O 1.3525 10.838 10.2695
O 5.1608 10.4745 14.7601
O 1.6839 10.9114 14.6692
O 11.3615 13.0858 18.6214
O 5.4361 11.8509 16.9691
O 8.094 10.9778 11.3507
O 11.3179 5.0138 19.66
O 8.3613 1.4855 15.0828
O 2.4314 4.0487 18.6059
O 3.7479 11.6892 10.3285
O 9.1835 0.5772 19.7228
O 2.7733 2.6447 12.645
O 3.6377 12.6298 15.1517
O 7.9922 4.0859 10.9342
O 5.112 0.2488 11.3288
O 4.4392 5.494 19.4749
O 6.1927 13.067 14.6917
O 3.0529 6.5678 17.3774
O 2.7772 0.9285 10.7166
O 0.2882 9.4508 16.8083
O 5.2307 5.6325 12.6234
O 2.129 4.9683 13.7732
O 6.9064 12.6128 9.7146

Results
free energy: -165983.542 eV
free energy less fixed offsets of B -155.45, O -569.03, Si -635.61 eV per atom: 0.348 eV

Forces (eV/angstrom), in the order of the atoms: element, x, y, z
Si -0.0154 -0.0084 -0.0666
Si 0.0486 -0.0154 -0.0521
Si -0.0305 0.0054 -0.0451
Si 0.0106 -0.0229 -0.0581
Si -0.0037 0.0177 -0.0708
Si -0.0071 -0.0135 -0.0564
Si -0.0092 -0.0124 -0.0521
Si 0.03 0.0117 -0.0648
Si -0.0032 -0.0166 -0.0459
Si -0.0144 -0.0043 -0.05
Si -0.0401 -0.025 -0.0488
Si 0.0237 -0.0179 -0.0472
Si -0.0122 0.0125 0.0074
Si 0.0076 0.0026 0.0054
Si -0.0264 -0.0117 -0.006
Si 0.0157 0.0122 0.0496
Si -0.0033 -0.0181 -0.028
Si 0.0111 0.0041 -0.0033
Si 0.0259 0.0096 -0.0025
Si -0.035 0.0064 -0.0222
Si 0.0062 0.0294 0.0202
Si -0.0066 -0.0034 0.0244
Si -0.01 0.014 -0.0117
Si 0.0204 -0.0036 0.0172
Si -0.0046 -0.0033 -0.0257
Si 0.0014 0.0039 -0.0259
Si -0.01 0.0056 -0.0243
Si 0.0082 0.0172 -0.0279
Si 0.0027 0.0116 -0.0183
Si -0.0008 0.0063 -0.0148
Si 0.0094 0.0198 0.0027
Si -0.0215 0.016 -0.004
Si -0.0112 0.0203 -0.0084
Si -0.0248 0.0091 -0.0412
Si -0.0031 0.0124 -0.0098
Si 0.0465 0.0185 -0.0286
Si -0.0015 0.0078 0.0079
Si -0.0005 -0.0128 0.0046
Si 0.0079 0.0015 0.0028
Si 0.0105 0.0085 0.0138
Si -0.0184 0.0005 0
Si 0.0108 0.0002 -0.0102
Si -0.0117 -0.0105 -0.0011
Si 0.0236 -0.0071 -0.0085
Si 0.004 -0.0088 -0.0004
Si -0.0017 -0.009 -0.017
Si -0.0022 0.0035 -0.0028
Si 0.0138 0.0048 -0.0006
Si -0.0255 0.0171 -0.0209
Si -0.0084 0.0159 -0.0148
Si 0.0293 0.0174 -0.0196
Si 0.003 0.016 -0.0204
Si -0.003 0.019 -0.0034
Si 0.0029 0.0099 -0.0054
Si -0.0123 0.0301 -0.0056
Si -0.0006 0.0192 -0.01
Si 0.0071 0.035 -0.0062
B 0.0199 0.0542 -0.0435
Si 0.0331 -0.0132 0.0075
Si -0.0398 -0.0072 0.0153
Si -0.0057 0.0088 0.0167
Si 0.0116 -0.0165 0.0081
Si -0.0021 -0.0174 0.0143
Si -0.0079 -0.007 0.0125
Si -0.0028 -0.0233 0.0224
Si 0.012 -0.001 0.0156
Si -0.003 -0.0223 0.0137
Si -0.0065 -0.0097 -0.0017
Si 0.0107 -0.0227 0.0035
Si -0.0862 -0.053 0.0318
Si 0.0094 0.0266 -0.0207
Si 0.0645 -0.0623 0.0432
Si 0.0009 -0.0071 0.0158
Si 0.0316 -0.0074 -0.0163
Si -0.0261 -0.0035 -0.0119
Si 0.0282 0.0041 0.011
Si -0.0087 0.0115 -0.0187
Si -0.0269 -0.0061 0.0058
Si -0.0129 0.017 0.0053
Si 0.0067 -0.0042 0.0158
Si 0.0069 0.0015 -0.0021
Si -0.0299 0.0034 0.0045
Si 0.0081 -0.0094 0.0008
Si 0.0028 0.0021 -0.0054
Si -0.0056 -0.0047 0.005
Si -0.0062 -0.012 0.0214
Si 0.0162 0.0016 0.015
Si -0.0067 -0.0073 0.0099
Si 0.0005 -0.0131 0.0094
Si 0.0061 -0.0124 0.0168
Si 0.0019 -0.0324 0.0262
Si -0.0189 -0.0071 0.0055
Si -0.0015 -0.0155 0.0141
Si -0.0148 -0.012 0.0187
Si 0.0131 0.0019 0.0253
Si 0.0254 -0.005 0.0261
Si -0.0072 -0.0109 0.0388
Si -0.0089 -0.0148 -0.0324
Si 0.0021 -0.0055 -0.0027
Si -0.015 0.0025 0.0138
Si 0.0242 0.0038 -0.0006
Si 0.0084 -0.0079 -0.0228
Si 0.0179 -0.011 -0.0273
Si 0.0156 -0.0105 0.034
Si 0.0095 -0.0125 -0.0068
Si -0.0574 -0.0135 0.0257
Si -0.015 -0.0364 -0.0769
Si 0.0297 0.0161 0.0235
Si -0.0952 0.0108 0.0445
Si 0.0055 0.0506 0.0541
Si 0.0551 0.0033 0.0544
Si -0.003 0.0116 0.0597
Si -0.0039 -0.0021 0.0374
Si -0.0091 -0.0198 0.0559
Si 0.0316 0.0058 0.0586
Si -0.0164 0.0043 0.0349
Si 0.0078 0.0309 0.0572
Si -0.0227 0.0233 0.0388
Si -0.0511 0.0229 0.0454
Si 0.0657 0.0094 0.0538
O -0.0309 -0.0241 0.0027
O 0.0285 -0.0005 -0.03
O -0.0037 -0.0166 0.0114
O 0.0369 -0.0253 0.031
O 0.0031 -0.0025 -0.0107
O 0.0155 -0.0184 -0.0061
O 0.0233 -0.0034 -0.0011
O -0.0057 0.0116 -0.0115
O -0.0043 -0.0147 -0.0062
O 0.0256 -0.0015 -0.0165
O -0.0288 -0.0125 -0.01
O -0.0332 -0.0052 0.0092
O -0.0018 0.014 0.0044
O 0.0115 0.0096 -0.0102
O -0.0009 0.007 0.0141
O -0.0082 -0.01 0.0094
O -0.0054 -0.0019 -0.0111
O 0.0075 0.006 -0.0076
O 0.0425 0.0025 -0.011
O -0.0147 0.0131 -0.0014
O -0.0027 0.0174 0.0085
O -0.0016 0.0143 0.02
O 0.022 -0.0015 -0.0065
O -0.0392 0.0199 -0.0144
Si -0.0043 0.0043 0.0026
Si 0.0011 0.0002 -0.0017
Si -0.0015 -0.0038 0.0103
Si 0.0022 -0.0011 0.0096
Si 0.0127 -0.0023 -0.0146
Si 0.0039 0.0047 -0.0176
Si 0.0004 -0.0032 0.0041
Si 0.0033 0.0013 0.0033
Si -0.001 0.0068 -0.0081
Si -0.0001 -0.0023 0.0017
Si -0.0016 0.0024 -0.0006
Si 0.001 -0.0001 -0.0038
Si 0.0034 -0.0022 -0.0018
Si -0.0006 -0.0007 -0.0006
Si 0.0069 0.006 0.0049
Si 0.0024 -0.0015 -0.0035
Si 0.0005 -0.0023 0.0005
Si 0.0012 0.0031 0.0175
Si -0.0018 0.0038 0.0076
Si -0.002 0.0017 -0.0066
Si -0.0021 0.0097 -0.0039
Si -0.0002 -0.0029 -0.0045
Si -0.0003 -0.0039 0.0034
Si -0.0006 -0.0003 -0.0034
Si 0 -0.0005 0.0002
Si -0.0047 0.0031 0.0029
Si 0.0019 0 -0.001
Si -0.0058 0.0023 0.0004
Si -0.0007 -0.0025 0.0036
Si -0.0065 -0.0006 -0.004
Si 0.0094 -0.0028 0.0095
Si -0.0003 -0.0044 -0.0021
Si 0.0023 -0.0011 -0.0007
Si 0.0003 0.0007 -0.0058
Si -0.0015 0.003 0.0005
Si -0.0005 0.0017 -0.0027
Si -0.002 0.0049 0.0074
Si 0.0061 0.0011 -0.002
Si -0.001 -0.0018 -0.0013
Si 0.0033 -0.001 0.0016
Si 0.0021 -0.0014 -0.0026
Si 0.0017 0.0017 0.0015
Si -0.0071 -0.0003 0.0013
Si 0.0013 -0.0022 -0.0012
Si 0.0001 0.0007 0.002
Si 0.0015 0.0066 -0.0058
Si 0.0021 0.0007 -0.0035
O -0.0007 0.0046 -0.0043
O -0.016 -0.01 -0.0123
O -0.0005 -0.0169 -0.0258
O 0.0091 -0.0071 0.0152
O 0.018 -0.0063 0.0207
O 0.0028 -0.0083 -0.0073
O 0.0146 -0.0074 0.016
O -0.0147 -0.0039 -0.0076
O 0.0073 0.0069 0.0175
O -0.0074 0.0105 -0.0299
O 0.006 0.0082 0.0026
O -0.0026 -0.0038 0.009
O 0.0142 0.0146 -0.0167
O 0.0023 0.0093 -0.0014
O -0.016 -0.0065 0.0036
O -0.0194 -0.0084 0.0059
O -0.0029 0.0129 0.0224
O -0.0221 -0.0015 0.0179
O 0.006 0.0085 -0.0175
O 0.0184 0.013 0.0195
O -0.0016 -0.0229 -0.0111
O 0.0066 -0.0134 -0.0211
O -0.0181 -0.0069 -0.0015
O -0.0025 0.0059 -0.0196
O -0.0005 0.0188 0.0014
O -0.0031 0.0081 -0.0122
O -0.0182 0.0304 0.0008
O -0.0043 -0.0228 0.0076
O 0.0146 -0.0142 0.0046
O -0.0012 -0.028 -0.0139
O 0.0179 -0.0049 -0.0182
O 0.0037 -0.01 0.016
O -0.0029 -0.0192 0.0206
O -0.0134 0.0025 0.0309
O 0.0141 -0.0142 -0.0108
O -0.0015 -0.0111 -0.0269
O -0.0235 -0.006 -0.0138
O -0.0099 -0.0056 0.0225
O -0.0039 0.0132 0.0065
O 0.0102 0.0179 -0.0081
O -0.004 0.0016 -0.0256
O 0.0076 0.0081 0.031
O -0.008 -0.0189 -0.0175
O -0.0139 -0.001 0.0114
O 0.0002 0.0224 -0.0179
O -0.0155 -0.0021 -0.0187
O -0.005 0.0228 0.0132
O 0.0217 -0.0044 -0.0011
O -0.0001 0.0168 0.0138
O -0.0026 0.0051 -0.0147
O -0.0057 0.0047 0.0044
O -0.0128 -0.008 0.008
O 0.0035 -0.019 0.0018
O -0.008 0.0204 -0.008
O 0.0168 0.0003 -0.0256
O -0.021 0.0114 0.0204
O -0.0104 -0.0262 0.0106
O 0.0043 0.013 0.0159
O 0.0301 -0.0153 -0.0035
O -0.0061 0.0004 -0.0148
O 0.0036 0.0004 0.0118
O 0.0172 0.016 0.0178
O -0.001 0.0043 0.0077
O 0.0057 0.0295 -0.0185
O -0.0022 -0.0022 0.0026
O -0.0002 0.0072 0.01
O 0.0125 -0.004 -0.0008
O 0.0141 0.0147 0.0302
O -0.0039 0.0101 0.0088
O 0.0137 -0.0205 0.0125
O 0.006 0.021 -0.0031
O 0.0087 -0.0185 -0.0145
O -0.02 -0.0165 -0.0019
O 0.0088 -0.0093 -0.0103
O -0.0149 -0.0254 -0.0124
O -0.0153 -0.0095 0.0316
O 0.0031 0.0018 -0.0006
O -0.0069 0.0067 0.014
O 0.0038 0.0099 0.0324
O -0.0046 -0.0016 0.0059
O 0.0144 -0.0017 -0.0008
O -0.0052 0.0065 0.0199

The program warned: the cutoff lies below the one the program advises for these potential files; the exchange-correlation potential is rough where the density is thin.
